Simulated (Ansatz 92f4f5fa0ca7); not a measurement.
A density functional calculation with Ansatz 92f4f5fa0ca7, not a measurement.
Periodic cell of 260 atoms, Si140O88H32, with a vacuum gap, from a study of silicon, its oxide and their interface. The atomic structure is a simulated model.

Settings: functional r2SCAN; potential files Ansatz PAW; basis plane waves; wave-function cutoff 800 eV; density cutoff ratio 5; exchange-correlation grid ratio 1; k mesh 1 x 1 x 1, shifted by 0.5 0.5 0 of a step; self-consistency stop 1e-11 eV per atom in the density residual; occupations fixed; spin none; net charge 0; applied field sawtooth along c, amplitude +0.015 V/angstrom in the program's sign convention, ramp centred at 0.9891 of c and 0.0218 of c wide, no dipole correction.

Cell vectors (angstrom)
a, 10.887, 0, 0
b, 0, 10.887, 0
c, 0, 0, 45.8281

Atoms: element, x, y, z (angstrom)
Si, 0.5598, -0.5939, 30.7113
Si, 2.2828, 3.053, 30.5291
Si, 0.0566, 5.2551, 31.0819
Si, 2.73, 8.0978, 31.1319
Si, 5.3802, -0.1786, 30.7309
Si, 8.1242, 2.7414, 30.9521
Si, 4.9029, 5.8661, 30.7478
Si, 8.7527, 7.4519, 30.7341
Si, 1.3889, 1.2903, 31.9395
Si, 3.9176, 4.1061, 31.9857
Si, 1.366, 6.6907, 32.3622
Si, 4.0907, 9.5481, 32.2903
Si, 6.7342, 1.2484, 32.0667
Si, 9.4591, 4.021, 32.3514
Si, 6.8164, 6.7215, 31.9745
Si, 9.6842, 9.2829, 31.9885
Si, 0.0096, 2.5575, 33.4636
Si, 2.712, 0.0779, 33.5037
Si, 0.0005, 8.1046, 33.6009
Si, 2.7443, 5.3308, 33.6057
Si, 5.3583, 2.7055, 33.3511
Si, 8.2236, -0.1401, 33.3245
Si, 5.559, 8.1332, 33.4561
Si, 8.0609, 5.4351, 33.5428
Si, 1.3269, 3.9719, 34.8646
Si, 4.0729, 1.4015, 34.8398
Si, 1.3728, 9.5402, 34.8491
Si, 4.1546, 6.7678, 34.8236
Si, 6.7292, 4.0166, 34.8053
Si, 9.5162, 1.2327, 34.7863
Si, 6.8705, 9.4978, 34.8153
Si, 9.4603, 6.7809, 34.8908
Si, -0.0079, -0.0356, 36.2149
Si, 2.7139, 2.6965, 36.2442
Si, -0.0314, 5.3941, 36.1806
Si, 2.7631, 8.1561, 36.1546
Si, 5.4647, 0.0025, 36.1384
Si, 8.15, 2.6637, 36.1201
Si, 5.4548, 5.4081, 36.2132
Si, 8.1623, 8.1627, 36.2474
Si, 1.3435, 1.3377, 37.5736
Si, 4.0716, 4.0837, 37.5622
Si, 1.358, 6.7985, 37.4976
Si, 4.0976, 9.532, 37.5234
Si, 6.7942, 1.3613, 37.5222
Si, 9.4898, 4.0478, 37.5256
Si, 6.7994, 6.7889, 37.5716
Si, 9.5266, 9.5219, 37.5798
Si, -0.0163, 2.7265, 38.8999
Si, 2.7243, -0.0098, 38.9122
Si, 0.0234, 8.1705, 38.893
Si, 2.7124, 5.4569, 38.8764
Si, 5.4466, 2.7328, 38.9019
Si, 8.1535, 0.0233, 38.8849
Si, 5.441, 8.1757, 38.9015
Si, 8.1724, 5.4413, 38.9149
Si, 1.361, 4.105, 6.9119
Si, 4.0757, 1.3811, 6.934
Si, 1.3507, 9.5372, 6.9617
Si, 4.0554, 6.8199, 6.9128
Si, 6.7905, 4.1073, 6.9511
Si, 9.4947, 1.3842, 6.9239
Si, 6.7988, 9.5656, 6.9178
Si, 9.5423, 6.8382, 6.9267
Si, -0.0452, 0.0416, 8.2919
Si, 2.7088, 2.7469, 8.2915
Si, 0.0466, 5.5019, 8.2608
Si, 2.7234, 8.1666, 8.295
Si, 5.4417, 0.0316, 8.2879
Si, 8.1657, 2.7536, 8.295
Si, 5.4153, 5.4892, 8.2891
Si, 8.1819, 8.2409, 8.2691
Si, 1.3061, 1.408, 9.6396
Si, 4.0603, 4.1207, 9.6611
Si, 1.376, 6.8362, 9.6908
Si, 4.0811, 9.5383, 9.6196
Si, 6.7927, 1.4006, 9.6549
Si, 9.5647, 4.1596, 9.5668
Si, 6.7801, 6.9163, 9.5832
Si, 9.4932, 9.6029, 9.7021
Si, 0.0078, 2.8684, 10.9935
Si, 2.6456, -0.0404, 10.9151
Si, 0.0009, 8.2281, 11.0152
Si, 2.7475, 5.4834, 11.0732
Si, 5.4317, 2.7583, 10.9982
Si, 8.1212, 0.0999, 11.0916
Si, 5.475, 8.2649, 11.0271
Si, 8.1935, 5.5596, 10.8225
Si, 1.3655, 4.1875, 12.4776
Si, 3.9779, 1.3387, 12.209
Si, 1.3515, 9.5223, 12.4311
Si, 4.1574, 6.8473, 12.3795
Si, 6.8744, 4.2215, 12.1661
Si, 9.4857, 1.5631, 12.3436
Si, 6.738, 9.672, 12.5132
Si, 9.4614, 6.8999, 12.2798
Si, 0.1763, 0.3636, 13.5342
Si, 2.4842, 2.4447, 13.6165
Si, -0.2806, 5.4199, 13.6675
Si, 2.9564, 8.2972, 13.7459
Si, 4.957, -0.1571, 13.7306
Si, 8.3756, 3.2299, 13.6502
Si, 5.8497, 5.7499, 13.5943
Si, 7.9649, 8.058, 13.6941
Si, 2.1554, -17.2172, 23.6672
Si, -0.7314, 0.0174, 22.9616
Si, 18.2701, -3.0529, 19.9723
Si, 4.2225, 15.889, 19.7933
Si, -3.5024, -1.5821, 28.9688
Si, 0.9204, -1.9347, 17.7347
Si, -4.4544, 14.7842, 15.8691
Si, 15.0599, 12.5901, 28.3871
Si, -18.1646, -0.4842, 26.0469
Si, -11.9266, -6.1488, 19.8523
Si, 10.7468, 2.2579, 18.8853
Si, 17.1423, 4.0613, 28.6622
Si, 9.2247, 7.2036, 24.7285
Si, -12.3106, 22.573, 29.1436
Si, 26.7807, 4.5915, 24.0558
Si, 3.4195, -12.5148, 23.2455
Si, -12.4392, -9.6862, 26.3439
Si, 34.1174, -6.2727, 18.148
Si, 5.0678, 17.8105, 21.9324
Si, 9.3985, 9.844, 15.8364
Si, -9.4455, 6.5648, 15.966
Si, -15.7946, 19.5435, 26.2681
Si, 1.0056, -3.512, 23.5216
Si, -1.2812, 17.955, 21.7978
Si, 3.3507, 10.8212, 17.9948
Si, 4.3462, 1.8888, 15.9112
Si, 16.8737, 43.1813, 19.1858
Si, 25.7568, 3.0138, 21.9871
Si, 6.9555, 5.6695, 26.1317
Si, 10.615, -0.4792, 19.9025
Si, -2.8682, -0.917, 24.8024
Si, -24.1926, 11.456, 18.1126
Si, -10.0351, 21.7042, 25.4303
Si, 3.708, 0.1983, 20.935
Si, 21.9352, 2.4017, 24.3896
Si, 17.9963, 5.352, 18.4463
O, 6.1707, 9.4484, 30.0267
O, -13.1482, -0.4141, 23.3699
O, 4.5084, 3.6302, 20.604
O, 1.0816, 4.1986, 30.2542
O, -7.9202, 0.331, 19.5155
O, -25.3453, 3.5285, 29.7654
O, 2.0303, 10.0678, 26.205
O, 2.8847, 13.3724, 29.0718
O, 3.0026, -0.9276, 21.8465
O, 3.9156, 0.8553, 26.9796
O, 14.96, 6.2867, 20.8006
O, 23.5571, 16.9081, 23.1896
O, 5.3024, 5.1971, 29.312
O, 42.4547, 13.3381, 25.427
O, 9.8864, 6.3098, 30.3215
O, 7.4786, 13.8758, 15.0064
O, 4.8401, -0.7159, 18.0863
O, 9.1808, 1.7215, 27.8474
O, -1.7151, -0.4103, 19.1954
O, -14.6876, 4.8319, 27.5063
O, -8.0618, 4.8621, 18.989
O, -4.0002, 17.7936, 14.1357
O, 14.8598, -1.3881, 14.2276
O, 7.3983, -3.9556, 18.6297
O, 0.2612, 10.1839, 24.0452
O, 16.4512, -5.7553, 18.8947
O, 18.1158, 4.8079, 16.9357
O, 13.0579, 8.4319, 23.8427
O, 5.5215, 4.8647, 14.9292
O, 13.3989, 7.3896, 15.0542
O, -2.2253, 8.6316, 15.0651
O, 1.3298, 1.3801, 14.1024
O, -4.4542, 7.2587, 21.1438
O, 8.0567, 22.175, 25.764
O, -12.8794, 19.5756, 25.292
O, -7.4175, -6.2362, 24.6444
O, -0.0085, 0.025, 29.286
O, 19.2164, -0.1678, 16.6754
O, -1.0381, -5.3164, 21.2338
O, 27.8532, 28.8182, 26.2294
O, 14.4928, 1.4868, 21.8539
O, -12.4196, 1.8214, 30.3714
O, -17.9384, -0.5228, 24.3991
O, 0.1782, 6.2836, 14.9877
O, -1.4641, 1.8849, 17.9878
O, -13.3354, 6.0821, 25.6015
O, 13.4816, 3.7518, 22.3499
O, -11.6095, 21.6611, 14.7889
O, -3.9267, -10.0592, 18.66
O, 11.9073, 13.9284, 18.0622
O, -5.8223, 3.2246, 23.1797
O, -1.344, -6.6149, 14.1495
O, -4.7432, 4.6378, 25.179
O, 3.8054, -3.8238, 30.3709
O, 33.4701, -7.0293, 24.2385
O, 22.3361, 9.149, 19.3072
O, 37.2273, 8.2157, 22.7655
O, 37.939, 10.8629, 20.6005
O, -7.4614, 12.1172, 17.0522
O, 10.8514, -14.6837, 24.749
O, 22.2393, 0.8974, 19.4753
O, -2.5648, 4.6716, 19.2878
O, 19.7457, 18.8092, 20.6468
O, -22.1656, 21.842, 26.4359
O, -11.3083, -11.4014, 21.4936
O, 8.7409, 7.0256, 23.1782
O, -2.6133, -11.1583, 29.1905
O, -9.6915, 7.4341, 17.3072
O, 2.2428, -1.0671, 17.3913
O, 4.4674, 20.022, 26.5721
O, 6.5014, -12.3888, 24.8916
O, -5.5459, 2.8169, 28.1222
O, 17.7674, 31.0125, 19.4489
O, -9.5657, 1.4417, 25.0243
O, -10.7513, 7.7456, 22.2008
O, 21.4136, 9.3639, 16.866
O, 3.3785, 2.7661, 14.946
O, 10.2711, 3.1988, 20.1204
O, 6.8889, 9.2344, 27.4588
O, -13.5469, -2.9189, 29.2704
O, -5.56, -5.0793, 23.0532
O, 21.343, 1.6244, 23.073
O, -16.5999, 11.6378, 15.081
O, 16.303, 2.8805, 16.6051
O, 1.7025, 9.1482, 30.3134
O, 4.6519, 11.5297, 29.5187
O, 11.0116, 5.3147, 18.8367
O, -9.0873, 5.1283, 16.6367
H, -0.8483, 1.915, 39.8323
H, 0.8051, 3.5487, 39.8323
H, 1.8924, -0.8214, 39.8446
H, 3.5342, 0.8238, 39.8446
H, -0.8092, 7.3596, 39.8254
H, 0.8331, 9.0042, 39.8254
H, 1.8908, 4.635, 39.8088
H, 3.5281, 6.2848, 39.8088
H, 6.2591, 3.5638, 39.8344
H, 4.619, 1.9168, 39.8344
H, 7.3287, -0.7954, 39.8173
H, 8.9693, 0.8511, 39.8173
H, 4.6103, 7.3629, 39.8339
H, 6.2531, 9.007, 39.8339
H, 7.3362, 4.6342, 39.8474
H, 8.9862, 6.2711, 39.8474
H, 2.1827, 4.927, 5.9795
H, 0.5396, 3.2829, 5.9795
H, 4.9032, 2.197, 6.0015
H, 3.2658, 0.5475, 6.0015
H, 2.1827, 10.3488, 6.0293
H, 0.5411, 8.7035, 6.0293
H, 3.2397, 5.992, 5.9803
H, 4.886, 7.6327, 5.9803
H, 5.978, 3.2763, 6.0186
H, 7.6266, 4.9145, 6.0186
H, 8.6789, 0.5564, 5.9915
H, 10.3266, 2.1958, 5.9915
H, 5.9866, 8.7343, 5.9854
H, 7.6236, 10.3843, 5.9854
H, 10.3749, 7.649, 5.9943
H, 8.7285, 6.0084, 5.9943

Results
free energy: -140240.401 eV
free energy less fixed offsets of H -15.71, O -570.45, Si -639.56 eV per atom: 0.319 eV

Forces (eV/angstrom), in the order of the atoms: element, x, y, z
Si, 0.0032, -0.0057, 0.0451
Si, -0.0075, 0.007, 0.0507
Si, 0.003, 0.0031, 0.0287
Si, -0.0037, -0.003, 0.0251
Si, 0.0021, -0.0015, 0.0518
Si, 0.0006, -0.0063, 0.0439
Si, -0.0034, 0.0036, 0.0452
Si, 0.0048, -0.0016, 0.0457
Si, -0.0021, -0.0041, -0.0014
Si, 0.0042, 0.0025, -0.0053
Si, 0.0006, 0, -0.0101
Si, -0.0034, -0.0004, -0.003
Si, 0.0041, 0.0006, -0.0134
Si, -0.0043, -0.0014, -0.011
Si, -0.0017, -0.0013, -0.0031
Si, -0.0023, 0.002, -0.0047
Si, -0.004, 0.0017, -0.0113
Si, 0.0043, -0.0034, -0.0117
Si, 0.0059, -0.0079, -0.0088
Si, -0.0075, 0.0052, -0.0098
Si, -0.0003, -0.0025, -0.0128
Si, -0.0016, -0.0022, -0.012
Si, 0.0018, 0.0064, -0.0124
Si, 0.0054, -0.0043, -0.011
Si, 0.0098, -0.0024, 0.01
Si, -0.0096, 0.0038, 0.0006
Si, -0.01, 0.0024, 0.0052
Si, -0.0007, -0.011, 0.0007
Si, -0.0081, 0.0043, 0.0061
Si, 0.0064, -0.0025, 0.0098
Si, 0.0016, -0.0113, -0.0013
Si, -0.0061, 0.0079, 0.008
Si, 0.0134, -0.0077, 0.0172
Si, -0.0048, 0.0057, 0.0137
Si, 0.0131, 0.0003, 0.0234
Si, -0.0061, 0, 0.022
Si, 0.0043, -0.0126, 0.0246
Si, 0.0138, 0.0002, 0.0301
Si, -0.0041, 0.0135, 0.0176
Si, 0.007, -0.0014, 0.0134
Si, -0.0029, 0.0018, 0.1742
Si, -0.0143, -0.0186, 0.175
Si, -0.0072, -0.0026, 0.1644
Si, -0.0021, 0.0048, 0.1851
Si, -0.0236, -0.0065, 0.1847
Si, -0.0062, 0.0011, 0.1892
Si, -0.0043, -0.0023, 0.1784
Si, -0.0203, -0.0167, 0.1634
Si, -0.0422, -0.1146, 0.3086
Si, -0.0083, 0.0023, 0.2241
Si, -0.096, -0.081, 0.3126
Si, -0.0359, -0.0025, 0.3976
Si, -0.0485, -0.0439, 0.2497
Si, 0.0256, -0.0962, 0.4083
Si, -0.019, -0.0473, 0.2993
Si, -0.0931, -0.0773, 0.2414
Si, 0.119, 0.0462, -0.3114
Si, 0.0079, 0.0412, -0.268
Si, -0.0656, 0.0815, -0.1705
Si, 0.024, -0.0556, -0.3534
Si, 0.0273, 0.0669, -0.2589
Si, 0.0303, 0.0002, -0.3753
Si, 0.0861, 0.0754, -0.3521
Si, 0.0595, 0.1893, -0.2863
Si, 0.0283, -0.0017, -0.1714
Si, -0.0018, -0.0017, -0.1735
Si, 0.0104, 0.004, -0.2026
Si, 0.009, 0.0254, -0.1888
Si, 0.0079, 0.0052, -0.1824
Si, -0.001, 0.0099, -0.1754
Si, 0.0173, 0.0043, -0.1698
Si, 0.0113, 0.0026, -0.1877
Si, -0.0033, 0.0035, -0.0177
Si, 0.0043, -0.0043, -0.024
Si, -0.0056, -0.0054, -0.0245
Si, 0.0024, 0.0062, -0.0175
Si, -0.0056, 0.0026, -0.0225
Si, -0.0142, -0.0051, -0.015
Si, -0.0094, -0.0059, -0.0137
Si, -0.0193, 0.0119, -0.0239
Si, 0.0049, -0.0025, -0.0011
Si, 0.0019, 0.01, -0.0018
Si, -0.0022, 0.004, -0.0112
Si, 0.0003, -0.0033, -0.008
Si, -0.0008, 0.0042, -0.0058
Si, 0.0048, -0.006, -0.0041
Si, 0.0031, -0.0017, -0.0072
Si, -0.0044, -0.0017, -0.0008
Si, -0.0123, -0.0028, 0.0084
Si, -0.0043, -0.0069, 0.0117
Si, 0.0074, 0.0047, 0.0122
Si, 0.002, 0.0098, 0.0107
Si, 0.0087, 0.0042, 0.0101
Si, 0.0029, 0.0097, 0.0122
Si, -0.0106, -0.0014, 0.0071
Si, -0.0032, -0.0084, 0.0138
Si, -0.0119, -0.003, 0.0274
Si, 0.0131, -0.0033, 0.0258
Si, 0.0018, 0.0082, 0.0375
Si, -0.0009, -0.0077, 0.0333
Si, -0.002, 0.0123, 0.0266
Si, -0.0086, 0.0014, 0.0281
Si, 0.0023, -0.0124, 0.0318
Si, 0.0079, 0.0055, 0.0346
Si, -0.0058, -0.0002, 0.0616
Si, -0.0063, 0.0086, 0.093
Si, 0.004, -0.0029, 0.0824
Si, 0.0028, 0.0042, 0.0905
Si, 0.0066, -0.0044, 0.0915
Si, 0.0064, 0.0172, 0.0796
Si, 0.0098, 0.0104, 0.0855
Si, -0.0034, 0.0132, 0.097
Si, 0.0145, 0.0227, 0.0644
Si, -0.0023, 0.0138, 0.0716
Si, 0.0022, 0.0005, 0.0545
Si, -0.0109, -0.0033, 0.0927
Si, -0.014, 0.0001, 0.0749
Si, 0.0112, -0.0081, 0.0902
Si, 0.0165, -0.0011, 0.0825
Si, 0.0004, 0.0136, 0.086
Si, -0.0082, 0.0069, 0.0895
Si, -0.0016, -0.007, 0.0814
Si, -0.007, 0.0048, 0.0794
Si, -0.0019, 0.0126, 0.0917
Si, 0.0001, -0.0153, 0.096
Si, 0.0121, 0.0087, 0.0827
Si, 0.0017, -0.0003, 0.0592
Si, 0.0055, 0.0143, 0.0912
Si, 0.0052, -0.0112, 0.0848
Si, -0.007, -0.0065, 0.08
Si, 0.0004, -0.0096, 0.0673
Si, -0.0031, 0.0117, 0.0801
Si, -0.0005, -0.0044, 0.088
Si, -0.0046, 0.0019, 0.0987
Si, -0.0188, 0.0055, 0.0684
Si, 0.0042, 0.0042, 0.0769
Si, -0.0019, 0.002, 0.0808
Si, -0.0095, -0.0039, 0.0905
Si, -0.0094, -0.0086, 0.0706
Si, -0.0026, 0.0207, 0.0843
O, 0.0152, -0.0082, -0.036
O, 0.0161, 0.0052, -0.0425
O, 0.0031, 0.0149, -0.0475
O, 0.0028, -0.0056, -0.0208
O, -0.0058, -0.0028, -0.0657
O, -0.0165, 0.0146, -0.0447
O, -0.0068, 0.0003, -0.0341
O, 0.0149, -0.0137, -0.0399
O, 0.004, 0.017, -0.0475
O, -0.01, -0.0326, -0.0568
O, -0.0058, -0.0158, -0.0457
O, 0.0019, -0.0005, -0.0251
O, 0.0152, -0.0168, -0.0515
O, 0.0161, 0.011, -0.0446
O, -0.0071, 0.0038, -0.0175
O, 0.018, -0.0066, -0.046
O, -0.0119, 0.0024, -0.0348
O, -0.0002, 0.0015, -0.0618
O, -0.0154, 0.011, -0.0371
O, 0.0106, 0.0241, -0.0613
O, -0.0261, 0.0007, -0.0379
O, -0.0011, 0.0024, -0.0166
O, -0.003, -0.0019, -0.0172
O, -0.0011, -0.0129, -0.0387
O, -0.0105, -0.0024, -0.0458
O, 0.0199, -0.0005, -0.0343
O, -0.0105, -0.0242, -0.0625
O, 0.0023, -0.0029, -0.0257
O, -0.0078, 0.0213, -0.0496
O, 0.0141, 0.0221, -0.0544
O, -0.0184, -0.0202, -0.0516
O, -0.0021, 0.0014, -0.0222
O, 0.0194, 0.0066, -0.0429
O, -0.0026, -0.0142, -0.0288
O, 0.0077, -0.0067, -0.0204
O, -0.0035, -0.0005, -0.0265
O, -0.0119, 0.0103, -0.0342
O, 0.0076, -0.0171, -0.0465
O, 0.0006, -0.024, -0.0484
O, 0.0011, -0.0041, -0.0226
O, 0.0005, -0.0127, -0.0302
O, 0.0064, -0.0136, -0.0366
O, -0.0055, -0.0163, -0.0723
O, -0.0174, -0.0119, -0.0529
O, -0.0097, -0.0038, -0.0269
O, 0.0194, 0.0135, -0.0377
O, 0.0134, -0.0105, -0.0408
O, 0.0192, 0.0146, -0.0549
O, 0.0113, 0.0065, -0.028
O, 0.0077, 0.0064, -0.0243
O, -0.009, -0.0099, -0.0364
O, 0.0026, 0.0025, -0.0135
O, -0.0221, -0.006, -0.0451
O, 0.006, -0.0036, -0.013
O, 0.0125, 0.0117, -0.0251
O, 0.0113, -0.0117, -0.0484
O, 0.0107, -0.012, -0.0374
O, 0.0137, -0.0008, -0.0386
O, 0.0114, 0.0224, -0.0468
O, 0.0142, 0.0001, -0.0238
O, -0.0014, 0.0097, -0.0254
O, -0.014, 0.0014, -0.03
O, -0.0158, 0.0069, -0.0407
O, 0.0136, -0.0049, -0.0278
O, 0.011, -0.0058, -0.0772
O, 0.0063, -0.0041, -0.0632
O, -0.0025, 0.0016, -0.0199
O, 0.0029, -0.0159, -0.0455
O, -0.0054, -0.0042, -0.0314
O, -0.0065, 0.0008, -0.0346
O, 0.0098, 0.0067, -0.0324
O, 0.0009, -0.0028, -0.0272
O, -0.0029, 0.0137, -0.0218
O, -0.0026, 0.0105, -0.0263
O, -0.0126, -0.0009, -0.0305
O, -0.0207, 0.0039, -0.0404
O, -0.0211, 0.0061, -0.0476
O, 0.0049, -0.0062, -0.0311
O, -0.0184, -0.0085, -0.0639
O, -0.0133, 0.0121, -0.034
O, 0.0001, 0.0214, -0.0483
O, -0.0044, -0.0095, -0.0328
O, 0.0065, -0.0208, -0.0457
O, -0.0018, -0.0008, -0.0277
O, -0.0052, 0.0066, -0.0169
O, -0.0131, 0.0169, -0.0501
O, 0.0182, 0.001, -0.0398
O, 0.0002, 0.0211, -0.0533
H, 0.3444, 0.3062, -0.2279
H, -0.3124, -0.243, -0.2886
H, 0.4101, 0.2579, -0.2505
H, -0.2554, -0.2939, -0.284
H, 0.3483, 0.2227, -0.256
H, -0.2649, -0.3839, -0.2867
H, 0.2715, 0.318, -0.2598
H, -0.3149, -0.2771, -0.2716
H, -0.2628, -0.3356, -0.2867
H, 0.3213, 0.2502, -0.2666
H, 0.2923, 0.307, -0.2515
H, -0.3299, -0.2969, -0.2645
H, 0.268, 0.3301, -0.2496
H, -0.2604, -0.3233, -0.2702
H, 0.335, 0.2946, -0.2361
H, -0.1999, -0.3385, -0.2958
H, -0.2778, -0.3919, 0.2327
H, 0.237, 0.2849, 0.2986
H, -0.326, -0.2855, 0.2526
H, 0.2628, 0.3043, 0.2661
H, -0.3048, -0.254, 0.2834
H, 0.3073, 0.3528, 0.2715
H, 0.316, 0.338, 0.2602
H, -0.2774, -0.2388, 0.2793
H, 0.2786, 0.3235, 0.2763
H, -0.3003, -0.2442, 0.2642
H, 0.3008, 0.362, 0.263
H, -0.2846, -0.2566, 0.271
H, 0.2532, 0.249, 0.3003
H, -0.4034, -0.2886, 0.2205
H, -0.3923, -0.31, 0.198
H, 0.2342, 0.2651, 0.3039

The program warned: the cutoff lies below the one the program advises for these potential files; the forces do not sum to zero within the program's tolerance; empty levels may hold ghost states of the PAW files; the exchange-correlation potential is rough where the density is thin.
